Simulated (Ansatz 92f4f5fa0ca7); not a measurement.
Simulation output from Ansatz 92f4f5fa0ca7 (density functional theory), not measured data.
Periodic cell of 237 atoms, Si146O90B1, from a study of silicon, its oxide and their interface. The atomic structure is a simulated model.
Doubt: the cutoff is far below the 930 eV that the study's wrapper takes by default for these files, so forces and energies are approximate.
This geometry differs little from another in the collection (a relaxation step or a small displacement).

Settings: functional PBE; potential files Ansatz PAW; basis plane waves; wave-function cutoff 580 eV; density cutoff ratio 5; exchange-correlation grid ratio 1; k mesh 1 x 1 x 1, Gamma-centred; self-consistency stop 5e-08 eV per atom in the density residual; occupations fixed; spin none; net charge -1 e, with a uniform compensating background and no finite-size correction.

Cell vectors (angstrom)
a 11.6015 0 0
b 0 10.938 0
c 0 0 32.0622

Atoms and the computed forces on them: element, x, y, z (angstrom), force x, y, z (eV/angstrom)
Si -0.2004 -0.079 23.3146 -0.0011 -0.001 -0.0122
Si 3.6696 0.2116 23.1464 -0.0098 0.0011 -0.0199
Si 7.5391 -0.1335 23.4843 0.0017 -0.0058 -0.0127
Si 1.6767 1.3744 23.4523 0.0008 -0.0011 -0.0184
Si 5.7285 1.4176 23.2648 0.0018 0.0011 -0.0176
Si 9.4371 1.2192 23.3931 -0.0031 0.0008 -0.0233
Si 0.1576 5.3339 23.4961 -0.0008 -0.0012 -0.0244
Si 4.1161 5.2954 23.4309 -0.0014 -0.0005 -0.0153
Si 8.0243 5.6032 23.5843 0.0085 -0.0017 -0.0151
Si 2.1645 6.599 23.4148 0.0078 0.0019 -0.0161
Si 5.9606 6.7697 23.5097 -0.0033 0.0029 -0.016
Si 9.9889 6.8761 23.6454 -0.0019 0.0059 -0.0087
Si 1.9057 2.6673 25.4127 -0.0023 -0.0031 -0.0012
Si 5.8309 2.6381 25.357 0.0008 0.0047 0.0051
Si 9.6212 2.6861 25.2843 0.0034 -0.0037 -0.001
Si 11.5934 4.0004 25.4026 -0.0016 0.0037 0.0017
Si 3.9015 3.9692 25.3526 0.0004 0.0021 0.0001
Si 7.7302 4.09 25.3778 -0.0034 -0.0016 0.004
Si 1.9946 8.1591 25.239 -0.0035 0.0034 0.0018
Si 5.7731 8.1717 25.3928 -0.0025 0.0018 0.0078
Si 9.6831 8.2656 25.4871 0.0033 0.0004 -0.0037
Si 11.6321 9.5404 25.3015 0.0009 -0.002 0.0029
Si 3.8815 9.6196 25.1256 0.002 -0.0013 -0.0003
Si 7.6674 9.5509 25.4624 0.0012 -0.0037 -0.0021
Si 11.6432 -0.0096 27.2251 0.0029 0.0012 -0.0014
Si 3.9502 0.0129 27.1684 -0.0034 -0.0001 -0.0032
Si 7.709 0.0366 27.3364 -0.009 0.0071 -0.0011
Si 1.9843 1.3049 27.3092 -0.0022 -0.0019 -0.0004
Si 5.8269 1.4873 27.4502 0.0072 -0.06 -0.0477
Si 9.6836 1.3234 27.2284 0.0057 -0.0022 0.0015
Si 11.5861 5.4708 27.251 0.0011 -0.001 0
Si 3.8665 5.3689 27.2802 -0.0019 0.0056 -0.0001
Si 7.6885 5.4108 27.3326 0.0009 0.0043 0.0007
Si 1.9556 6.7897 27.2033 0.007 -0.0062 -0.0043
Si 5.7574 6.7812 27.2903 -0.0002 -0.0025 -0.006
Si 9.6295 6.7868 27.3291 -0.0098 -0.0067 -0.006
Si 1.9941 2.7342 29.1908 -0.0013 0.023 0.002
B 5.7965 2.7193 29.135 -0.0015 0.1964 0.0449
Si 9.6236 2.7366 29.1436 0.004 0.0242 -0.0019
Si 0.0089 4.0836 29.1625 -0.0006 -0.0239 0.001
Si 4.0709 3.9185 29.1706 0.0445 -0.0595 0.0022
Si 7.5259 3.9183 29.1819 -0.0454 -0.0643 -0.0021
Si 1.9452 8.1864 29.1215 0.0007 -0.0007 -0.0013
Si 5.7948 8.1853 29.1919 -0.0008 -0.0055 0.0043
Si 9.6653 8.1888 29.223 -0.0013 0.0007 0.0037
Si 0.0044 9.5439 29.1536 -0.001 0.002 -0.0023
Si 3.8735 9.5655 29.1115 0.0008 0.0022 -0.0045
Si 7.735 9.552 29.2139 -0.0004 0.0031 0.0037
Si -0.001 -0.0003 31.0834 0.0008 0.0015 0.0006
Si 3.9054 0.063 31.0236 0.0034 0.004 0.0037
Si 7.6805 0.0663 31.0778 -0.0033 -0.0006 0.0012
Si 1.9321 1.3618 31.1044 -0.0004 0.0032 -0.0045
Si 5.7946 1.5289 30.8333 -0.0014 -0.0442 0.0317
Si 9.6607 1.3562 31.0721 0.0004 -0.0002 0.0024
Si 0.0084 5.4668 31.0809 0.0005 -0.0059 0.0024
Si 3.8922 5.4179 31.0401 0.0037 0.0008 0.0004
Si 7.7156 5.4079 31.063 -0.0046 0.0037 0.004
Si 1.9603 6.8063 31.0437 0.0069 -0.0034 0.0015
Si 5.8032 6.8105 31.1111 -0.0004 -0.0021 0.0001
Si 9.6533 6.7914 31.1201 -0.0058 -0.0018 -0.0009
Si 1.9362 2.7528 0.9698 -0.0026 -0.0034 0.0031
Si 5.7949 2.7359 0.8381 -0.0013 0.0056 -0.0028
Si 9.6594 2.7368 0.9478 0.004 -0.0022 0.0035
Si -0.0123 4.1033 0.946 -0.0019 0.0046 -0.0004
Si 3.8748 4.1166 0.9544 0.0014 0.0023 -0.0008
Si 7.7271 4.1083 0.9736 -0.0006 0.0026 0.0008
Si 1.9517 8.2159 0.9022 0.0012 0.0012 0.0007
Si 5.7961 8.2315 0.9451 0.0014 0.001 -0.0021
Si 9.6453 8.2213 0.9654 -0.0039 0.0027 0.0053
Si -0.0024 9.57 0.9539 -0.0027 -0.0003 0.0027
Si 3.8752 9.6179 0.9119 -0.0012 -0.0028 0.0003
Si 7.7199 9.6083 0.9419 0.0027 -0.0016 -0.0027
Si 11.6082 0.0264 2.8951 0.0004 -0.0009 -0.0027
Si 3.8584 0.0261 2.8838 -0.0016 -0.0003 -0.0025
Si 7.7355 0.0263 2.8787 0.0012 -0.0013 -0.0026
Si 1.9326 1.4002 2.9072 -0.0019 0.0004 0.0026
Si 5.8098 1.3745 2.7709 0.0002 -0.001 -0.0013
Si 9.6602 1.3846 2.8978 0.0008 -0.0003 0.0021
Si 11.5651 5.5171 2.8424 -0.0009 -0.0002 0.0046
Si 3.8775 5.5022 2.887 0.0007 0.0028 0.0017
Si 7.7339 5.5161 2.8972 -0.0007 0.0027 0.0017
Si 1.9195 6.8358 2.8296 -0.0001 -0.0011 -0.0034
Si 5.8084 6.8705 2.8707 0.0007 -0.0023 -0.0005
Si 9.6514 6.9101 2.9414 0.0007 -0.0006 -0.0038
Si 1.9102 2.8372 4.8039 -0.0013 0.0011 -0.0033
Si 5.8331 2.7266 4.6961 -0.0013 0.0025 -0.0013
Si 9.599 2.799 4.8126 0.0011 0.0003 -0.0027
Si 11.5393 4.1452 4.7582 0.0005 -0.0024 -0.0042
Si 3.9173 4.1045 4.801 0.0007 -0.0005 -0.0022
Si 7.7143 4.2068 4.8613 -0.0004 -0.0025 -0.0029
Si 1.8893 8.1538 4.7782 -0.0003 0.0012 -0.0014
Si 5.8076 8.2643 4.7748 0.0002 0.0016 -0.0045
Si 9.659 8.3246 4.8884 -0.0012 -0.0005 -0.0044
Si 11.6314 9.6563 4.8685 0 0.0009 -0.0032
Si 3.8191 9.4943 4.7645 -0.0003 0.0012 -0.0016
Si 7.7208 9.6832 4.8686 0.0004 0.0007 -0.0011
Si 11.5949 0.2331 6.7571 -0.0021 -0.0028 0.0163
Si 3.754 -0.0458 6.6296 -0.0038 -0.0009 0.0173
Si 7.7075 0.0608 6.8879 -0.0005 -0.0041 0.0154
Si 2.0457 1.5104 6.7392 0.0053 -0.0015 0.0117
Si 5.711 1.2852 6.5831 -0.0023 0.0019 0.0063
Si 9.6443 1.5258 6.8128 0.0006 0.0026 0.0133
Si 11.5236 5.5021 6.6799 -0.0026 -0.0012 0.0132
Si 3.9797 5.4327 6.7716 -0.0025 -0.0027 0.0092
Si 7.7326 5.6684 6.8079 -0.0037 -0.0044 0.0162
Si 1.9732 6.6474 6.6273 0.0037 0.0037 0.0151
Si 5.8088 6.9794 6.7307 0.0015 0.0043 0.0166
Si 9.7488 7.0417 6.8888 0.003 0.0025 0.0144
O 9.9865 7.9788 8.2834 -0.0079 -0.0176 -0.0167
O 7.6473 9.9462 8.2125 0.0072 0.0155 -0.016
O 7.3978 4.7394 8.159 -0.0003 0.0144 -0.0255
O 3.3894 10.3529 8.1906 0.0004 0.0093 -0.0259
O 2.0276 7.5557 8.0107 0 -0.012 -0.025
O 4.0018 4.5885 8.2357 -0.0009 0.0123 -0.0113
O 9.7808 2.4531 8.2094 -0.0056 -0.0179 -0.0172
O 2.6184 2.3365 8.1102 -0.0109 -0.008 -0.0105
O 11.3914 4.5805 8.0608 0.007 0.0134 -0.0165
O 5.3653 2.3773 7.7882 0.0084 -0.0118 -0.0124
O 5.8147 7.9753 8.0834 -0.0052 -0.0189 -0.0184
O 11.3257 10.3152 8.1466 0.0091 0.0177 -0.0181
O 11.2805 10.0772 21.8232 0.0031 0.0176 0.0176
O 3.2455 10.7267 21.5545 -0.0015 0.0117 0.0304
O 5.7673 7.7651 22.1786 -0.0031 -0.0166 0.016
O 4.1986 4.4657 21.9598 -0.0059 0.0116 0.0197
O 7.6661 9.6896 22.2161 0.0028 0.0174 0.0158
O 10.2834 7.6762 22.2138 -0.0096 -0.017 0.0196
O 1.5863 2.3908 22.1345 0.0026 -0.0112 0.0154
O 5.9382 2.4643 21.9519 -0.0002 -0.0193 0.0203
O 8.4523 4.7033 22.2416 -0.0042 0.0077 0.0251
O -0.0546 4.4863 22.0525 0.0006 0.0151 0.0182
O 2.3552 7.3733 21.9577 -0.0004 -0.0109 0.0281
O 9.135 1.8597 21.8806 -0.0018 -0.0116 0.0232
Si 1.9047 7.7848 9.5901 -0.0033 -0.0063 0.0159
Si 5.0413 0.5777 17.7116 0.0075 0.0027 -0.0062
Si 2.5029 5.424 14.0125 0.004 -0.001 -0.0061
Si 10.5714 3.8647 14.0583 -0.0022 -0.0021 0
Si 8.2819 2.3884 15.2638 0.0025 0.0043 -0.0063
Si 9.5419 2.249 20.3632 -0.0007 -0.0045 -0.0215
Si 10.5082 3.655 9.0575 0.0043 0.0004 0.0217
Si 0.0284 2.3218 11.5581 0.0026 -0.0041 0.0043
Si 11.03 8.1333 15.396 0.0048 0.0001 -0.0016
Si 5.1741 6.9373 13.9905 -0.004 0.0002 0.0003
Si 5.7585 2.6143 11.1025 0.0057 -0.0057 0.007
Si 8.5853 7.6605 19.4188 0.0008 -0.0009 -0.0115
Si 8.1098 4.8464 20.6644 0.0036 0.0028 -0.0176
Si 5.9296 9.5922 15.2178 -0.001 -0.0036 -0.0058
Si 2.1086 7.6356 20.3805 -0.0001 -0.0031 -0.0183
Si 1.9394 4.8939 18.8163 -0.0042 -0.0026 -0.0127
Si 4.5133 3.4429 18.0492 0.0023 0.0005 -0.0142
Si 8.513 8.9216 16.8399 0.0011 0.0039 -0.0066
Si 0.8263 9.4847 13.2906 0.0006 -0.0009 -0.0029
Si 9.9086 10.6524 11.7074 0.0001 0.0061 0.0028
Si 5.3474 3.7154 21.0651 -0.0006 -0.0004 -0.0297
Si 0.6127 5.5201 16.2658 -0.0021 0.0017 -0.0079
Si 10.7773 9.1507 9.1254 0.0017 0.0033 0.0233
Si 6.5624 8.8898 21.3159 0.0005 0.0031 -0.0194
Si 7.124 7.1083 11.4775 -0.0013 -0.001 0.0087
Si 2.6725 0.739 12.2011 -0.0043 0.0043 0.0035
Si 10.8805 8.6732 21.0811 0.0016 -0.0057 -0.022
Si 6.0335 4.3211 15.6391 0.0028 0.0008 -0.0071
Si 7.091 0.4927 12.9734 0.0014 -0.0005 -0.0002
Si 4.0654 2.9799 8.5674 0.0048 -0.0028 0.0191
Si 0.8837 6.7424 11.8887 -0.0049 0.0007 0.0022
Si 6.5692 9.0459 9.0647 -0.0004 -0.0015 0.0212
Si 0.6619 3.3052 21.1713 0.002 -0.0001 -0.02
Si 9.8052 6.5087 12.892 0.0027 -0.0015 -0.0035
Si 7.719 4.5388 9.7372 -0.0035 0.0001 0.0167
Si 3.9812 10.0753 20.2437 0.0053 -0.0007 -0.0235
Si 4.2689 3.036 13.5193 -0.0047 0.0022 -0.0023
Si 3.8522 10.0138 9.7198 0.0007 0.0032 0.0155
Si 8.0655 0.7821 18.0461 -0.0062 -0.0022 -0.0055
O 11.5028 3.2266 12.8977 0.0026 -0.0033 -0.0044
O 9.3434 4.4794 9.872 0.0041 -0.0029 -0.0019
O 8.765 3.5927 19.8818 -0.0023 0.0021 0.0039
O 4.036 -0.059 18.8257 -0.007 -0.0098 0.0126
O 11.3535 4.5352 15.3106 0.0022 0.0021 0.0013
O 9.8531 9.8004 10.311 0.0057 -0.0102 -0.0134
O 3.7638 1.5344 13.1267 -0.0012 -0.0038 0.0004
O 0.6483 9.0709 14.8595 -0.0016 0.0001 -0.0012
O 6.4835 0.9672 18.3974 0.0007 -0.0001 -0.0028
O 4.7887 3.1649 19.6352 0.0082 0.0035 0.0238
O 6.2532 1.1809 11.7429 -0.0039 0.0063 0
O 0.5266 8.6175 9.8625 -0.0066 0.0022 -0.0023
O 5.6505 4.3132 17.2339 -0.0052 -0.0027 0.0056
O 8.4509 7.2009 12.3911 -0.0062 0.0009 0.0003
O 4.4226 2.6316 10.1337 -0.0106 0.0038 -0.0154
O 2.0953 5.6435 15.5736 -0.0015 -0.0008 0.0026
O 3.3702 0.0712 10.9005 0.0076 -0.0099 -0.0103
O 5.9008 7.2214 12.5514 0.0066 0.0005 -0.0042
O 2.3083 6.3567 19.4043 0.0018 0.0162 0.0076
O 0.6788 4.9412 17.7798 0.0073 -0.0015 0.0078
O 8.4144 10.688 12.363 0.0051 -0.0016 0.0022
O 5.4722 10.0581 9.7119 0.0029 -0.0034 -0.0013
O 0.582 8.1649 20.2439 -0.0032 -0.0002 0.0009
O 9.7785 2.6139 14.7085 -0.0009 0.0004 0.0017
O 1.9968 10.5959 13.2089 0.0034 0.003 0.0008
O 9.9518 9.0931 16.1163 -0.0035 0.0008 0.0019
O 6.1603 10.3643 13.7922 0.0017 0.0029 0.0012
O 7.4832 1.6073 14.0893 -0.001 -0.0025 -0.0001
O 1.6523 3.9131 20.0545 -0.0098 -0.0099 0.0134
O 5.8991 5.7877 14.9212 0.0008 -0.0004 0.0009
O 7.3471 8.9453 15.7135 0.0033 0.0002 0.0022
O 1.5073 1.6795 11.5972 -0.0009 0.0015 0.0046
O 7.2061 8.2854 10.3567 -0.0041 0.012 -0.0125
O 4.3381 1.9927 17.3039 0.0014 0.0006 0
O 7.0475 3.1615 10.2796 0.0061 0.0066 -0.0005
O 11.5696 7.0066 16.427 0.0005 -0.0003 0
O 8.3028 10.1436 17.8539 -0.0005 0.0037 -0.003
O 3.248 8.5466 10.0946 0.0011 0.0026 0.0014
O 7.5833 3.8393 15.5162 -0.0007 0.0002 0.0011
O 3.1608 4.313 17.9308 -0.0035 0.0022 0.0021
O 2.9135 3.8973 13.6823 0.0007 -0.0005 0.0041
O 1.3342 8.2045 12.4407 0.0017 -0.0037 0.0009
O 1.2173 5.6832 13.0634 -0.002 0.0033 0.0012
O 4.9899 8.3071 14.8641 0.0026 0.0009 0.001
O 11.1587 2.4331 20.3402 0.0008 0.0054 0.0037
O 10.9761 9.9896 12.7443 -0.0047 0.0018 0.0001
O 5.2956 3.5709 12.3549 0.004 -0.0016 -0.0037
O 5.0856 3.194 14.9152 0.0006 0.0004 0.0009
O 6.4777 4.8194 20.605 -0.0006 -0.0016 0.0007
O 8.3872 1.5593 16.6525 -0.0008 -0.0062 0.0082
O 10.4082 1.2436 11.4527 0 0.0007 0.0046
O 10.8783 6.6046 11.6603 0.0028 0.0009 0.0029
O 3.2244 8.6943 19.8647 -0.0052 -0.0009 0.0016
O 1.7194 6.4398 10.5153 0.0045 0.0062 -0.006
O 7.1717 8.1873 19.9975 -0.0097 0.0055 0.0083
O 8.4997 7.5841 17.7812 0.0007 -0.005 0.0123
O 3.6833 6.4415 13.6026 0.0003 0.0002 0.0035
O 9.5718 4.9642 13.3653 0 0.0031 0.0026
O 5.52 9.975 20.739 0.0043 -0.0053 0.0046
O 10.3319 7.3738 14.1486 -0.0015 -0.0001 0.0005
O 8.7857 6.1511 19.9774 -0.0044 -0.0111 0.0021
O 7.0747 5.706 10.6625 0.004 -0.0102 -0.0046
O 5.268 10.5446 16.3901 -0.0029 0.0061 0.0059
O 9.0683 1.1574 19.2591 0.0105 0.0118 0.0108
O 11.5705 3.1718 10.1808 -0.0079 0.0086 -0.0122
O 9.7441 8.7034 19.9073 0.0097 0.0028 0.0087

Results
free energy: -144146.850 eV
free energy less fixed offsets of B -154.04, O -568.88, Si -635.61 eV per atom: 5.450 eV

The program warned: the cutoff lies below the one the program advises for these potential files; the exchange-correlation potential is rough where the density is thin.
